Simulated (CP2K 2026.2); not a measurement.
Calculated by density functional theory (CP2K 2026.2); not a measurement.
Periodic cell of 1152 atoms, Si864O288, from a study of silicon, its oxide and their interface. The atomic structure is a simulated model.
Doubt: the forces sum to 0.53 eV/angstrom along one axis rather than to zero, so they err by at least 0.0005 eV/angstrom per atom on average; the grid cutoff is modest.

Settings: functional PBE; method Gaussian and plane waves; basis set DZVP-MOLOPT-SR-GTH; pseudopotentials GTH-PBE; grid cutoff 350 Ry, relative cutoff 50 Ry; k points Gamma only; occupations fixed; spin none; net charge 0.

Cell vectors (angstrom)
a 32.64 0 0
b 0 16.32 0
c -3.5941 -2.5569 38.8444

Atoms: element, x, y, z (angstrom)
Si 1.5702 14.7068 0.2544
Si 4.336 1.2057 0.1312
Si -2.4044 1.8754 38.758
Si 4.464 6.5368 0.2652
Si -2.4409 7.2391 38.8374
Si 3.9351 12.7235 0.1532
Si 2.9875 12.7716 38.7983
Si 6.1789 -1.3441 38.7765
Si 6.5558 4.2502 0.0191
Si 9.5521 6.6985 0.3809
Si 3.6272 6.1275 38.8285
Si 6.0183 9.1575 38.6218
Si 8.3524 12.655 38.6337
Si 11.9111 -1.4743 38.7737
Si 8.1467 1.9548 38.7439
Si 15.2069 6.6937 0.0804
Si 11.8374 9.5226 0.1625
Si 15.0025 12.1391 0.2467
Si 17.6024 15.0723 0.2263
Si 20.4226 1.1773 0.3039
Si 17.5659 4.6127 0.3016
Si 20.3084 6.9067 0.6264
Si 18.1869 9.0322 0.1792
Si 20.8409 11.708 0.0845
Si 19.0207 12.6587 38.8227
Si 21.7458 -1.1321 38.8026
Si 22.3548 4.6979 0.0522
Si 25.1846 7.3175 0.0454
Si 23.0881 9.5771 0.3912
Si 22.5723 9.4871 38.8332
Si 25.1915 12.4788 38.8128
Si 27.4314 -0.9542 38.7966
Si 25.1756 1.2571 38.6807
Si 27.9936 4.0753 38.8046
Si 24.7878 7.2826 38.7846
Si 31.4669 12.0111 0.065
Si 2.7425 0.0429 1.4019
Si 5.4838 2.7264 1.446
Si 2.7359 5.4419 1.3649
Si 5.6734 7.9614 1.6053
Si 2.8526 10.8872 1.2322
Si 5.532 13.7575 1.4309
Si 8.1867 0.0796 1.2821
Si 10.8878 2.7816 1.283
Si 8.1184 5.2838 1.4877
Si 10.8114 8.1331 1.6815
Si 8.0925 10.6344 1.1902
Si 10.7764 13.5145 1.0356
Si 13.6649 -0.0066 1.0955
Si 16.4544 2.7454 1.3231
Si 13.5182 5.4852 1.2157
Si 16.3787 8.1754 1.4498
Si 13.4703 10.8003 1.3717
Si 16.4381 13.481 1.4973
Si 19.0022 -0.049 1.6386
Si 21.5789 2.886 1.4061
Si 18.9379 5.5624 1.8913
Si 21.7749 8.2495 1.777
Si 19.193 10.7275 1.4623
Si 21.7372 13.513 1.3424
Si 24.2881 -0.0621 1.3571
Si 27.08 2.6776 1.0946
Si 24.2028 5.5902 1.3183
Si 27.0908 8.2446 1.1728
Si 24.5864 10.9953 1.4356
Si 27.3491 13.6123 1.2693
Si 30.0137 0.0482 1.3942
Si 0.0083 2.8002 1.1895
Si 29.907 5.4428 1.1673
Si 0.0688 8.171 1.339
Si 29.8999 10.8904 1.3929
Si -0.0178 13.5425 1.4525
Si 1.3249 1.4269 2.6432
Si 4.0493 4.0494 2.7537
Si 1.4234 6.8417 2.7215
Si 4.1828 9.4988 2.6441
Si 1.4171 12.1517 2.714
Si 4.1253 15.047 2.8032
Si 6.8833 1.3885 2.7572
Si 9.5349 3.9759 2.7821
Si 6.9028 6.6299 2.9807
Si 9.392 9.5189 2.8464
Si 6.8264 12.1578 2.5871
Si 9.5003 14.8834 2.54
Si 12.3279 1.3683 2.552
Si 14.9068 4.0639 2.6098
Si 12.3154 6.7727 2.7988
Si 14.9476 9.5373 2.7277
Si 12.1234 12.2622 2.6156
Si 14.9273 14.93 2.6322
Si 17.6641 1.4122 2.8558
Si 20.3157 4.0613 2.9762
Si 17.5495 6.9322 3.0573
Si 20.4083 9.5706 3.0498
Si 17.8109 12.1476 2.7916
Si 20.4027 14.8375 2.8139
Si 23.023 1.4466 2.6921
Si 25.7392 4.1257 2.4894
Si 23.0977 6.7974 2.9669
Si 25.8958 9.5599 2.7442
Si 23.1858 12.3289 2.7696
Si 25.8472 14.9544 2.6011
Si 28.4742 1.3907 2.5947
Si 31.2701 4.1222 2.605
Si 28.4897 6.8171 2.5053
Si 31.2719 9.4771 2.6878
Si 28.604 12.2895 2.7528
Si 31.328 14.9935 2.7544
Si 0.0307 0.0519 4.0625
Si 2.6839 2.7082 4.083
Si -0.0049 5.4601 4.012
Si 2.7921 8.1847 4.0582
Si 0.0098 10.8337 4.0603
Si 2.7431 13.5937 4.0631
Si 5.4941 0.0534 4.1264
Si 8.2054 2.6751 4.1753
Si 5.4073 5.3465 4.1916
Si 8.1748 8.1106 4.2468
Si 5.4695 10.8803 4.0368
Si 8.179 13.5461 3.9761
Si 10.9087 -0.0402 3.9023
Si 13.6043 2.6972 4.03
Si 10.9034 5.3989 4.097
Si 13.6429 8.1573 4.1368
Si 10.8249 10.9201 4.0747
Si 13.5396 13.595 3.9995
Si 16.2477 -0.0159 4.0696
Si 18.987 2.6933 4.2813
Si 16.1841 5.4127 4.1593
Si 19.001 8.2242 4.3406
Si 16.3241 10.8726 4.1073
Si 19.0647 13.5368 4.1993
Si 21.7375 0.01 4.0841
Si 24.4663 2.7679 4.0006
Si 21.7194 5.4324 4.2623
Si 24.536 8.2041 4.1543
Si 21.8345 10.9814 4.2111
Si 24.5394 13.667 4.097
Si 27.1684 0.0205 3.9927
Si 29.8818 2.7508 3.9555
Si 27.146 5.453 3.9057
Si 29.8631 8.1205 3.9801
Si 27.2394 10.9155 4.1008
Si 29.9476 13.6486 4.0984
Si 1.3326 -1.3851 21.6853
Si 4.0651 1.3694 21.6804
Si 1.3701 4.0806 21.6354
Si 4.0874 6.8055 21.7006
Si 1.3494 9.505 21.6637
Si 4.0554 12.2367 21.6891
Si 6.8227 -1.3411 21.7167
Si 9.5414 1.4056 21.7625
Si 6.8178 4.0988 21.7102
Si 9.5337 6.799 21.791
Si 6.7867 9.5099 21.7419
Si 9.5129 12.2534 21.7834
Si 12.225 -1.3304 21.7726
Si 14.9664 1.386 21.8668
Si 12.2537 4.0915 21.8092
Si 14.9736 6.7898 21.8128
Si 12.2268 9.4941 21.799
Si 14.9694 12.2278 21.7692
Si 17.6933 -1.342 21.83
Si 20.4167 1.3656 21.7721
Si 17.671 4.0802 21.8273
Si 20.3892 6.7536 21.8215
Si 17.6868 9.5044 21.8175
Si 20.427 12.2704 21.806
Si 23.1353 -1.3683 21.811
Si 25.8236 1.342 21.7358
Si 23.0972 4.0616 21.7928
Si 25.8504 6.8304 21.6959
Si 23.143 9.5673 21.7481
Si 25.8621 12.2499 21.7651
Si 28.5571 -1.3997 21.7222
Si -1.3867 1.3091 21.6646
Si 28.5434 4.0567 21.6658
Si -1.3729 6.8178 21.6571
Si 28.5525 9.5118 21.7238
Si -1.4064 12.219 21.6936
Si 2.7018 -0.0141 23.0093
Si 5.3955 2.7779 23.0165
Si 2.6741 5.4717 23.0165
Si 5.4416 8.1339 23.0997
Si 2.6694 10.8765 23.0217
Si 5.456 13.5797 23.015
Si 8.1471 0.0678 23.0795
Si 10.8979 2.7421 23.1812
Si 8.1898 5.4023 23.1219
Si 10.8803 8.1377 23.1983
Si 8.1355 10.8685 23.1108
Si 10.8635 13.6486 23.134
Si 13.5297 0.0396 23.1765
Si 16.3534 2.7388 23.2488
Si 13.6139 5.4397 23.1806
Si 16.343 8.1195 23.1966
Si 13.6159 10.8527 23.1151
Si 16.2826 13.6135 23.1397
Si 19.1262 -0.0035 23.1656
Si 21.7255 2.7045 23.1867
Si 19.0158 5.3995 23.2367
Si 21.7861 8.1808 23.0574
Si 19.0543 10.9046 23.1317
Si 21.7881 13.6067 23.2165
Si 24.4937 0.0094 23.1553
Si 27.2249 2.6767 23.0483
Si 24.5233 5.4571 23.0363
Si 27.1693 8.1899 23.0964
Si 24.5306 10.8907 23.1416
Si 27.2124 13.6058 23.1399
Si 29.9232 -0.057 23.0687
Si 0.0266 2.6692 22.9253
Si 29.8796 5.4646 22.9668
Si -0.0009 8.1524 23.026
Si 29.9199 10.8435 23.0885
Si -0.07 13.5957 23.0329
Si 1.2901 1.298 24.3566
Si 3.9852 4.0969 24.3571
Si 1.3384 6.8198 24.4112
Si 4.0322 9.5368 24.3783
Si 1.2368 12.1975 24.3555
Si 4.1134 -1.3598 24.3167
Si 6.7724 1.4872 24.3812
Si 9.5682 4.1024 24.5598
Si 6.7963 6.713 24.4575
Si 9.4571 9.5051 24.5065
Si 6.7548 12.2323 24.4381
Si 9.5026 -1.2493 24.4731
Si 12.2087 1.4069 24.61
Si 14.9576 4.1232 24.6012
Si 12.2669 6.7669 24.5849
Si 14.9374 9.4723 24.505
Si 12.2514 12.2358 24.4245
Si 14.8603 -1.3641 24.4807
Si 17.7992 1.3412 24.5376
Si 20.3686 4.0266 24.618
Si 17.6798 6.7771 24.6305
Si 20.436 9.5114 24.436
Si 17.6765 12.2721 24.4758
Si 20.4524 -1.3333 24.6145
Si 23.0752 1.3126 24.524
Si 25.8673 4.0617 24.3563
Si 23.2212 6.8782 24.3679
Si 25.8605 9.5378 24.5541
Si 23.2283 12.2635 24.5279
Si 25.9255 -1.2723 24.529
Si 28.5967 1.3212 24.4118
Si -1.3146 4.0927 24.1687
Si 28.5191 6.7783 24.3816
Si -1.3316 9.4736 24.4278
Si 28.5467 12.1664 24.4676
Si -1.388 -1.4109 24.4761
Si -0.0214 -0.0593 25.8256
Si 2.6204 2.7253 25.6615
Si -0.0568 5.39 25.6273
Si 2.6412 8.2313 25.767
Si -0.0546 10.8622 25.8548
Si 2.6975 13.5491 25.5392
Si 5.4125 0.0993 25.6591
Si 8.0934 2.8139 25.8412
Si 5.2811 5.4231 25.7594
Si 8.1853 8.0086 25.8562
Si 5.4153 10.8321 25.7837
Si 8.0851 13.6724 25.7287
Si 10.7608 0.1401 25.9826
Si 13.6534 2.6912 25.9819
Si 10.9767 5.3557 26.014
Si 13.5869 8.197 25.954
Si 10.8635 10.9299 25.7714
Si 13.494 13.5983 25.8778
Si 16.3394 -0.0478 25.7262
Si 19.0907 2.598 26.1197
Si 16.2586 5.4974 26.0506
Si 19.0538 8.2322 25.8861
Si 16.2652 10.8842 25.7777
Si 19.0326 13.6214 25.8952
Si 21.8792 -0.0788 26.0682
Si 24.4257 2.8025 25.6947
Si 21.7877 5.6012 25.6547
Si 24.5642 8.1122 25.907
Si 21.9289 10.771 25.7686
Si 24.6153 13.6315 25.8823
Si 27.3192 0.0906 25.952
Si 30.0665 2.7265 25.5233
Si 27.2381 5.3477 25.7474
Si 29.9253 8.0823 25.7157
Si 27.2343 10.8537 25.956
Si 29.9066 13.5019 25.8223
Si 1.6946 -1.2367 26.9403
Si 3.7644 1.1619 26.9342
Si 1.0452 3.8496 26.9702
Si 4.2079 7.0947 27.0267
Si 1.5414 9.7801 27.1914
Si 3.7333 12.0116 26.921
Si 6.9113 -1.0545 26.9814
Si 9.0382 1.2287 27.3018
Si 6.6989 4.202 27.1418
Si 9.8784 7.0091 27.2559
Si 6.5406 9.1537 27.0237
Si 9.7001 12.5617 26.9713
Si 11.8995 -1.5236 27.1653
Si 15.3073 1.4644 27.1455
Si 12.5986 4.2214 27.4326
Si 14.6352 6.6959 27.4542
Si 11.9614 9.3928 27.1676
Si 15.0622 12.3541 27.1245
Si 17.2401 -1.6859 27.1142
Si 20.4654 1.0872 27.5282
Si 17.3833 3.8108 27.25
Si 20.7486 7.1515 27.0708
Si 17.8614 9.8658 27.1261
Si 20.3085 11.9301 26.8995
Si 23.6567 -1.1385 27.3841
Si 25.6322 1.375 27.0423
Si 23.289 4.4412 26.9399
Si 25.6965 6.422 27.1345
Si 23.0401 9.2732 27.2782
Si 26.1811 12.5643 27.2325
Si 28.4722 -1.6032 27.1971
Si -1.1341 1.6561 27.0037
Si 28.9023 4.1534 26.8855
Si -1.6355 6.432 26.9742
Si 28.8319 9.5716 27.1314
Si -1.679 11.9002 27.216
Si -2.0844 -0.1711 29.1603
Si 2.8201 5.2829 29.098
Si 4.8479 2.886 29.1754
Si 1.2872 8.9322 30.2237
Si 25.5428 10.721 33.6646
Si 6.6566 4.751 33.5701
Si 21.3111 6.9717 32.7018
Si 10.9541 3.5943 32.0202
Si 6.6561 7.5091 34.425
Si 3.5551 13.363 35.9431
Si 8.9902 14.1821 31.6324
Si -1.1089 7.1175 29.9
Si 2.6464 5.7674 32.0846
Si 13.6222 -0.0036 29.3396
Si 9.1808 0.8844 35.8865
Si 17.8355 10.1967 30.1253
Si 14.3188 7.1579 30.5269
Si 13.2167 8.2495 36.9913
Si 23.8126 -0.7015 34.5874
Si 9.4281 8.2844 35.5276
Si 18.9338 -1.4634 32.0976
Si 20.142 12.3223 29.6911
Si 25.2436 4.3406 31.7928
Si 15.0895 8.9326 32.9415
Si 26.7971 6.1076 30.0137
Si 28.1666 13.1624 32.4587
Si 25.9135 1.8038 30.0667
Si 4.5757 10.834 33.3054
Si 9.8044 5.4755 36.7897
Si 25.3307 13.6411 32.7731
Si 0.7708 -1.5046 29.7746
Si 18.5677 7.4421 31.5427
Si 24.5337 2.1715 35.6865
Si 2.0806 -0.8634 32.4092
Si 22.4839 11.9364 31.6726
Si 22.1059 -1.5079 32.4528
Si 3.944 3.6898 33.6939
Si 1.1633 6.0712 37.0356
Si -2.4746 -1.2866 31.6565
Si 23.2285 13.6454 36.8701
Si -3.2135 -2.2599 37.0132
Si -0.5579 -0.0466 33.7342
Si 1.2709 8.9524 36.4621
Si 4.2713 -0.1414 36.6043
Si 6.1268 -1.6365 31.2466
Si 13.1759 11.3079 29.2869
Si 9.2069 11.3272 31.4851
Si 5.4936 13.3225 28.8896
Si 11.4467 13.0838 30.5168
Si 8.7847 2.5979 30.1494
Si 11.5702 6.5637 31.7572
Si 10.3938 8.888 32.6815
Si 14.799 1.816 36.3483
Si 10.0194 10.9635 36.8983
Si 24.309 -1.003 30.4624
Si 16.7335 10.9189 34.3285
Si 19.1751 5.3666 29.2242
Si 20.3745 4.586 34.0633
Si 9.1992 3.4332 34.4198
Si 21.8684 3.1759 36.2157
Si 27.2187 10.7407 31.2482
Si 24.6402 10.9845 29.5004
Si 12.7768 10.6427 32.3588
Si -2.9619 7.1571 35.9188
Si 18.8925 -1.034 29.3439
Si 28.3406 3.2992 29.6888
Si -1.0515 -0.0732 36.8964
Si 28.7228 8.4451 30.0147
Si -1.3196 9.6929 34.8032
Si 2.0389 12.5129 33.4664
Si 15.2984 10.5858 36.9814
Si -1.0341 12.704 30.2479
Si 3.9862 8.2955 31.5083
Si -0.7419 2.9707 33.4679
Si 13.3571 6.866 34.3863
Si 8.2366 5.6396 29.3061
Si -0.1725 10.7252 32.2767
Si 29.4062 12.1154 34.9388
Si 1.4448 4.6723 34.4039
Si 6.1323 1.2914 31.2989
Si 6.5096 6.849 31.5198
Si 4.4032 9.1289 35.8179
Si 6.1024 13.2664 33.964
Si -3.0434 4.6418 34.0991
Si 12.0664 0.2396 36.0926
Si 8.9279 -1.8896 34.4411
Si 13.5764 -1.7629 34.6422
Si 17.4573 5.1715 33.1299
Si 7.7623 11.1566 28.8978
Si 4.4136 0.8143 33.6061
Si 22.3188 4.3396 31.9584
Si 14.9609 4.3968 34.502
Si 11.4775 12.4398 34.6137
Si 14.1183 -2.0346 31.6218
Si 15.2498 4.2805 31.5767
Si 16.7133 12.5769 31.792
Si 21.5114 3.3691 29.3363
Si 15.995 -0.7828 36.2743
Si 20.2462 0.7001 36.9171
Si 22.1108 10.853 36.0656
Si 13.1006 2.855 30.1978
Si 22.9641 9.4952 33.5017
Si 18.7827 -1.3565 35.0398
Si 26.8065 11.0043 36.4688
Si 26.6369 4.1373 34.5198
Si 26.8523 6.1292 36.6353
Si -2.0515 4.4322 31.3166
Si 19.3313 11.9822 35.6937
Si 1.3806 14.9742 5.4094
Si 4.0817 1.3788 5.4527
Si 1.3321 4.0985 5.4095
Si 4.0837 6.7992 5.4679
Si 1.3811 9.5008 5.421
Si 4.1066 12.2356 5.4138
Si 6.8378 14.9213 5.3931
Si 9.5853 1.2674 5.4096
Si 6.8133 4.0216 5.5143
Si 9.5884 6.7646 5.5131
Si 6.7755 9.5192 5.477
Si 9.5039 12.2658 5.4464
Si 12.2191 14.9655 5.3756
Si 14.9295 1.3512 5.4444
Si 12.246 4.0283 5.4422
Si 14.9063 6.7858 5.5502
Si 12.2269 9.5433 5.4168
Si 14.9269 12.2607 5.3982
Si 17.6415 14.9494 5.4413
Si 20.3875 1.3073 5.5249
Si 17.5992 4.0942 5.5291
Si 20.371 6.8068 5.5941
Si 17.6202 9.5802 5.6015
Si 20.4407 12.2674 5.5823
Si 23.1497 15.0182 5.4453
Si 25.8265 1.3928 5.3677
Si 23.1442 4.0596 5.4895
Si 25.8876 6.7904 5.4209
Si 23.163 9.5538 5.5107
Si 25.8585 12.2639 5.4504
Si 28.5381 15.0015 5.4009
Si 31.2434 1.3966 5.3667
Si 28.5258 4.1127 5.3175
Si 31.2497 6.7965 5.3685
Si 28.5862 9.5109 5.4091
Si 31.309 12.242 5.4113
Si 2.7319 -0.0043 6.789
Si 5.4364 2.6934 6.8517
Si 2.6971 5.4398 6.7914
Si 5.4312 8.1573 6.8342
Si 2.7327 10.8794 6.774
Si 5.4655 13.5903 6.7759
Si 8.1951 -0.0534 6.7781
Si 10.8923 2.6645 6.7954
Si 8.1785 5.4175 6.8338
Si 10.9179 8.1718 6.8301
Si 8.1576 10.887 6.806
Si 10.8807 13.6201 6.7835
Si 13.5662 -0.0125 6.7833
Si 16.271 2.696 6.8511
Si 13.5493 5.4057 6.856
Si 16.2846 8.1504 6.8937
Si 13.5922 10.8914 6.7859
Si 16.2832 13.5982 6.801
Si 19.0026 -0.0375 6.8464
Si 21.7666 2.6986 6.8385
Si 18.988 5.433 6.8922
Si 21.7772 8.1915 6.866
Si 19.0393 10.916 6.9078
Si 21.8043 13.6644 6.8569
Si 24.4985 0.0518 6.794
Si 27.1973 2.7492 6.7241
Si 24.5071 5.4512 6.8033
Si 27.2301 8.1591 6.7845
Si 24.5143 10.9146 6.8449
Si 27.2138 13.6296 6.7898
Si 29.9093 0.0325 6.7528
Si -0.029 2.731 6.7558
Si 29.8937 5.4376 6.7292
Si -0.0116 8.1425 6.7511
Si 29.9432 10.8794 6.7673
Si 0.0128 13.6161 6.7685
Si 1.348 1.3675 8.1176
Si 4.0691 4.0867 8.1607
Si 1.3365 6.7969 8.1409
Si 4.0667 9.5245 8.1649
Si 1.3721 12.2488 8.1277
Si 4.0997 14.9521 8.1373
Si 6.8257 1.3141 8.1509
Si 9.5348 4.0378 8.1657
Si 6.8126 6.7949 8.1718
Si 9.5255 9.5245 8.1622
Si 6.804 12.2409 8.1648
Si 9.5342 14.9452 8.177
Si 12.242 1.3377 8.1801
Si 14.9316 4.0671 8.2087
Si 12.2308 6.795 8.2089
Si 14.9224 9.5358 8.1984
Si 12.2357 12.2504 8.1477
Si 14.9334 14.962 8.1598
Si 17.6577 1.3476 8.1934
Si 20.3925 4.0632 8.1918
Si 17.6567 6.807 8.2445
Si 20.4023 9.5324 8.2272
Si 17.6491 12.2752 8.2086
Si 20.3935 14.9677 8.2107
Si 23.1302 1.3615 8.1926
Si 25.8574 4.0805 8.1432
Si 23.1419 6.8035 8.179
Si 25.8684 9.5188 8.16
Si 23.1404 12.2681 8.1957
Si 25.8457 14.9865 8.1458
Si 28.5484 1.3901 8.1105
Si 31.2539 4.0887 8.1135
Si 28.5768 6.7958 8.1363
Si 31.2945 9.517 8.1273
Si 28.5746 12.2448 8.1276
Si 31.273 14.9771 8.1115
Si -0.0051 0.0061 9.4813
Si 2.7076 2.7149 9.4983
Si -0.0207 5.4333 9.4908
Si 2.7048 8.1542 9.5039
Si 0.0103 10.8836 9.4849
Si 2.7314 13.5992 9.4948
Si 5.4535 -0.0202 9.5131
Si 8.1667 2.69 9.52
Si 5.4423 5.4362 9.518
Si 8.1714 8.16 9.5243
Si 5.4414 10.8782 9.516
Si 8.1679 13.5902 9.5288
Si 10.8831 -0.0122 9.5409
Si 13.5857 2.7003 9.5561
Si 10.8694 5.4189 9.5394
Si 13.5888 8.1607 9.5611
Si 10.8846 10.8873 9.5205
Si 13.5902 13.5979 9.5289
Si 16.2971 -0.0122 9.5415
Si 19.0275 2.7088 9.5485
Si 16.2951 5.4297 9.5698
Si 19.0371 8.1677 9.5749
Si 16.3016 10.8877 9.5517
Si 19.0293 13.6106 9.5645
Si 21.758 0.0122 9.5518
Si 24.4919 2.7359 9.5225
Si 21.7605 5.4433 9.5291
Si 24.4959 8.1704 9.5276
Si 21.7699 10.9047 9.5534
Si 24.4981 13.6296 9.5325
Si 27.2057 0.0259 9.4937
Si 29.9087 2.7307 9.4862
Si 27.2091 5.4449 9.5023
Si 29.9317 8.1613 9.4929
Si 27.2189 10.8904 9.5061
Si 29.9264 13.611 9.4836
Si 1.361 14.9644 10.8416
Si 4.0831 1.3553 10.8525
Si 1.3483 4.0777 10.8526
Si 4.0781 6.8015 10.864
Si 1.3569 9.5232 10.8585
Si 4.0839 12.2422 10.8669
Si 6.8101 14.9519 10.8841
Si 9.5265 1.3504 10.896
Si 6.8058 4.0666 10.8681
Si 9.5195 6.7932 10.8899
Si 6.8061 9.5204 10.8754
Si 9.5286 12.2367 10.8903
Si 12.2422 14.9522 10.9015
Si 14.953 1.3492 10.9114
Si 12.2362 4.0737 10.9059
Si 14.951 6.8043 10.921
Si 12.2304 9.5281 10.9023
Si 14.9471 12.2474 10.9071
Si 17.6664 14.9677 10.914
Si 20.3929 1.3633 10.9107
Si 17.672 4.0719 10.911
Si 20.4033 6.7956 10.9061
Si 17.668 9.5319 10.9147
Si 20.3929 12.2462 10.9118
Si 23.1193 14.9663 10.8972
Si 25.8429 1.3669 10.8733
Si 23.1205 4.085 10.8855
Si 25.8474 6.7986 10.874
Si 23.1279 9.5263 10.8905
Si 25.8519 12.2478 10.8704
Si 28.5617 14.9704 10.8453
Si 31.2735 1.3655 10.8419
Si 28.5579 4.0822 10.8629
Si 31.277 6.7982 10.859
Si 28.5691 9.5193 10.8581
Si 31.2849 12.2449 10.8416
Si 2.7213 -0.003 12.2096
Si 5.4438 2.7096 12.2224
Si 2.7174 5.4345 12.212
Si 5.4438 8.1573 12.226
Si 2.7228 10.8785 12.2168
Si 5.4456 13.5938 12.2327
Si 8.1681 -0.01 12.249
Si 10.883 2.7115 12.2602
Si 8.1607 5.4288 12.238
Si 10.8796 8.1553 12.2529
Si 8.1671 10.875 12.2417
Si 10.8848 13.5936 12.2599
Si 13.5994 -0.0106 12.27
Si 16.3152 2.7113 12.2694
Si 13.5952 5.4358 12.2685
Si 16.3157 8.1651 12.2746
Si 13.5955 10.8817 12.2673
Si 16.313 13.6002 12.2707
Si 19.0321 0.0037 12.2703
Si 21.7567 2.7305 12.2535
Si 19.0347 5.439 12.263
Si 21.7614 8.1668 12.2533
Si 19.0332 10.8864 12.272
Si 21.7554 13.6084 12.2592
Si 24.4778 0.0139 12.2407
Si 27.1967 2.7277 12.2291
Si 24.4777 5.4478 12.2396
Si 27.203 8.1649 12.2248
Si 24.4851 10.8924 12.2373
Si 27.2048 13.6141 12.2187
Si 29.9177 0.0065 12.2071
Si -0.0087 2.7183 12.2111
Si 29.9152 5.4415 12.2201
Si -0.0005 8.1587 12.2131
Si 29.9257 10.8859 12.2077
Si 0.003 13.6029 12.2028
Si 1.3582 1.3576 13.5653
Si 4.0834 4.077 13.5722
Si 1.3621 6.7983 13.5693
Si 4.0858 9.5221 13.5783
Si 1.3607 12.2423 13.566
Si 4.0824 14.9611 13.5765
Si 6.8068 1.3585 13.5936
Si 9.527 4.0812 13.6071
Si 6.8056 6.7985 13.5889
Si 9.526 9.5197 13.6085
Si 6.8085 12.2388 13.5947
Si 9.5296 14.9577 13.6159
Si 12.2441 1.3559 13.6239
Si 14.96 4.0774 13.6256
Si 12.2424 6.8037 13.6213
Si 14.958 9.5262 13.6334
Si 12.2436 12.2411 13.6302
Si 14.9615 14.9582 13.6363
Si 17.6755 1.3593 13.6345
Si 20.394 4.0815 13.6212
Si 17.6784 6.8011 13.6268
Si 20.3964 9.52 13.6198
Si 17.6743 12.2442 13.6343
Si 20.3923 14.9605 13.6247
Si 23.1121 1.3651 13.6069
Si 25.8308 4.0805 13.5937
Si 23.116 6.8021 13.6079
Si 25.8365 9.5208 13.5874
Si 23.1159 12.2407 13.6048
Si 25.8361 14.9637 13.5855
Si 28.5557 1.359 13.5752
Si 31.2737 4.0772 13.5738
Si 28.5529 6.7975 13.5815
Si 31.2774 9.5194 13.5664
Si 28.5593 12.2425 13.5672
Si 31.2779 14.9615 13.5602
Si -0.0037 -0.0027 14.9214
Si 2.7228 2.7146 14.9241
Si 0 5.4378 14.9237
Si 2.7246 8.1578 14.9269
Si -0.0008 10.8788 14.9184
Si 2.7226 13.5973 14.9278
Si 5.4454 -0.0058 14.9419
Si 8.173 2.7149 14.957
Si 5.4465 5.4339 14.9367
Si 8.168 8.1552 14.957
Si 5.447 10.8769 14.9443
Si 8.1681 13.593 14.9636
Si 10.8908 -0.0055 14.9829
Si 13.6058 2.7155 14.9851
Si 10.887 5.4396 14.9741
Si 13.6026 8.1595 14.9894
Si 10.8848 10.8745 14.9805
Si 13.6062 13.5975 14.996
Si 16.3227 -0.0029 14.9979
Si 19.0359 2.723 14.9876
Si 16.3197 5.4383 14.9863
Si 19.036 8.1634 14.9866
Si 16.3182 10.8842 14.999
Si 19.0362 13.6021 14.994
Si 21.7509 0.0082 14.9733
Si 24.4683 2.7262 14.9615
Si 21.7512 5.4468 14.9744
Si 24.4727 8.1682 14.9584
Si 21.7566 10.8836 14.9741
Si 24.4716 13.61 14.9511
Si 27.1922 0.0046 14.9389
Si 29.9097 2.7195 14.9326
Si 27.1868 5.4442 14.9468
Si 29.9162 8.1606 14.9267
Si 27.1954 10.8874 14.9319
Si 29.9145 13.6044 14.9201
Si 1.3582 14.9571 16.2775
Si 4.0857 1.3608 16.288
Si 1.3621 4.0755 16.2764
Si 4.0887 6.8009 16.285
Si 1.3586 9.5184 16.2756
Si 4.0835 12.2409 16.2917
Si 6.8051 14.9582 16.309
Si 9.5338 1.3644 16.3304
Si 6.8165 4.0847 16.301
Si 9.5336 6.8075 16.3271
Si 6.8119 9.5233 16.3064
Si 9.5273 12.2396 16.3339
Si 12.2532 14.9628 16.3526
Si 14.9641 1.3605 16.3534
Si 12.2504 4.0832 16.3374
Si 14.9641 6.7979 16.3497
Si 12.2466 9.5213 16.3491
Si 14.9651 12.2447 16.3667
Si 17.6815 14.96 16.3637
Si 20.39 1.3582 16.3453
Si 17.6777 4.0814 16.3511
Si 20.3937 6.803 16.3451
Si 17.68 9.5215 16.3561
Si 20.3987 12.237 16.3466
Si 23.1124 14.9644 16.322
Si 25.8285 1.3566 16.3055
Si 23.1039 4.079 16.3289
Si 25.8239 6.8008 16.3119
Si 23.1123 9.5201 16.3312
Si 25.8299 12.2418 16.295
Si 28.5477 14.9537 16.285
Si -1.3699 1.352 16.279
Si 28.5432 4.0733 16.2937
Si -1.3627 6.7973 16.2779
Si 28.5499 9.5181 16.2803
Si -1.3675 12.2376 16.2674
Si 2.721 -0.0041 17.6333
Si 5.4587 2.7168 17.6426
Si 2.726 5.4372 17.6288
Si 5.4519 8.1573 17.6481
Si 2.7181 10.875 17.6349
Si 5.4447 13.5932 17.6598
Si 8.1686 -0.0037 17.6703
Si 10.8982 2.7235 17.6971
Si 8.1748 5.4422 17.6718
Si 10.8901 8.159 17.7066
Si 8.1671 10.8745 17.6844
Si 10.8907 13.5969 17.6987
Si 13.6135 0.0017 17.7207
Si 16.3207 2.7218 17.716
Si 13.6079 5.4357 17.7103
Si 16.3212 8.1559 17.7154
Si 13.6028 10.8794 17.7189
Si 16.3269 13.603 17.7344
Si 19.0365 0.0062 17.7239
Si 21.7492 2.7169 17.6996
Si 19.0352 5.4424 17.7101
Si 21.7501 8.1663 17.7043
Si 19.0452 10.8769 17.7194
Si 21.7546 13.6129 17.6941
Si 24.4755 -0.0006 17.6773
Si 27.1783 2.7194 17.6608
Si 24.4567 5.4481 17.679
Si 27.1902 8.1686 17.6497
Si 24.4758 10.8931 17.6704
Si 27.183 13.6007 17.6502
Si 29.9053 -0.0081 17.636
Si -0.0038 2.7129 17.6241
Si 29.9125 5.4368 17.6301
Si -0.0045 8.1612 17.6303
Si 29.908 10.8834 17.6239
Si -0.0075 13.5903 17.6221
Si 1.3543 1.3539 18.9785
Si 4.1057 4.091 18.979
Si 1.3596 6.796 18.9757
Si 4.0826 9.517 18.988
Si 1.3464 12.2307 18.981
Si 4.0777 14.9604 18.9983
Si 6.8114 1.3626 19.0167
Si 9.5387 4.0943 19.0416
Si 6.8206 6.8149 19.0171
Si 9.5278 9.524 19.0592
Si 6.8026 12.2389 19.0311
Si 9.5314 14.9698 19.0391
Si 12.2612 1.3756 19.0725
Si 14.9656 4.0802 19.0815
Si 12.2523 6.7962 19.0701
Si 14.9609 9.5129 19.0776
Si 12.2411 12.2415 19.0763
Si 14.9729 14.9724 19.0981
Si 17.6704 1.3644 19.0881
Si 20.3857 4.0709 19.0655
Si 17.6806 6.7983 19.0811
Si 20.4002 9.517 19.0896
Si 17.6952 12.2389 19.0883
Si 20.4042 14.9662 19.0771
Si 23.1171 1.3524 19.0457
Si 25.8115 4.0782 19.0231
Si 23.0993 6.797 19.059
Si 25.8405 9.534 19.0174
Si 23.1233 12.2552 19.0395
Si 25.8269 14.9466 19.0307
Si 28.5334 1.3373 18.998
Si -1.372 4.0655 18.9747
Si 28.5546 6.798 18.9845
Si -1.3737 9.5268 18.9741
Si 28.5421 12.2295 18.9871
Si -1.3753 14.9377 18.9758
Si -0.011 -0.0268 20.3162
Si 2.7362 2.7259 20.3009
Si -0.0163 5.4387 20.3142
Si 2.725 8.1505 20.3301
Si -0.021 10.8777 20.3375
Si 2.7036 13.5917 20.3307
Si 5.4423 -0.0016 20.3569
Si 8.175 2.7279 20.3752
Si 5.4559 5.453 20.3514
Si 8.1735 8.1543 20.4097
Si 5.4321 10.8638 20.3656
Si 8.1754 13.6004 20.384
Si 10.8794 0.0222 20.4045
Si 13.6191 2.7254 20.46
Si 10.8917 5.4402 20.4305
Si 13.6077 8.1491 20.4447
Si 10.8806 10.8786 20.4374
Si 13.598 13.6078 20.4363
Si 16.3204 0.0218 20.4798
Si 19.0277 2.725 20.4457
Si 16.3259 5.435 20.4452
Si 19.0446 8.1385 20.4566
Si 16.3351 10.8604 20.4326
Si 19.0452 13.6173 20.4514
Si 21.7821 -0.0046 20.4318
Si 24.4599 2.72 20.404
Si 21.7428 5.4209 20.4276
Si 24.4715 8.188 20.3727
Si 21.7668 10.9176 20.4122
Si 24.4774 13.5974 20.4181
Si 27.1894 -0.0215 20.3825
Si 29.9073 2.6956 20.3239
Si 27.1904 5.4468 20.3411
Si 29.9016 8.1762 20.3276
Si 27.2007 10.8906 20.3806
Si 29.8971 13.5828 20.3332
O -2.3531 8.1065 30.1918
O 19.1887 11.0459 29.9226
O 2.7344 -0.0375 27.235
O 0.1824 9.4801 35.3918
O -0.0138 2.7296 27.5212
O 5.1603 2.4159 30.676
O 3.3885 6.5717 28.3275
O 3.5183 2.154 33.5568
O 2.6872 10.9009 27.4709
O 6.2515 5.3689 32.1319
O 3.5453 1.0124 37.4902
O 7.011 3.1273 38.412
O 9.5702 6.3404 28.7228
O 8.6576 1.9552 34.7985
O 8.0316 10.9926 30.4554
O 7.6296 6.672 30.3829
O 14.554 11.6643 28.5226
O 10.6415 13.7936 27.5062
O 12.2331 12.638 29.1626
O 17.8962 4.644 28.5558
O 21.1892 1.9201 28.7271
O 18.0546 13.5084 31.8077
O 20.1557 4.1726 29.6738
O 18.6434 6.3058 30.4008
O 16.8478 11.2474 30.8676
O 8.8574 12.0672 37.1702
O 19.0731 10.9329 27.2479
O 25.7603 2.1134 28.4853
O 15.0652 1.9672 37.9324
O 19.021 1.651 37.3542
O 25.5304 5.7056 30.9476
O 28.3671 8.7372 28.4533
O -1.1586 12.4254 28.6646
O 27.3098 13.6668 27.7393
O 26.2951 0.1152 38.3022
O 29.4348 -1.0904 28.418
O -2.3596 8.5481 35.3181
O 23.7488 -1.4934 28.9978
O 28.4274 3.1524 28.0807
O 29.8905 5.3293 27.4907
O 20.7233 11.2565 35.3804
O 2.811 8.7669 35.9585
O 25.9098 10.3981 30.3393
O 2.1201 13.8808 32.6501
O 27.9743 -1.6831 37.4262
O 8.5719 1.2359 37.343
O 27.2724 9.7837 37.4232
O -0.9067 11.1091 38.506
O 5.1627 9.4272 37.2335
O 14.8123 7.3247 28.9747
O 12.939 13.6003 38.4668
O 11.1232 4.9169 37.561
O 11.8669 9.3348 32.2178
O 16.1903 13.4565 27.5178
O 13.3347 11.0407 30.8787
O 4.6089 9.5483 32.3233
O 23.0227 12.194 36.2059
O 1.5233 14.4185 28.4134
O 16.5595 9.7563 37.5784
O 12.7509 3.0075 38.5712
O 12.3748 3.6545 28.9658
O 24.1221 13.5462 38.2031
O 23.2758 3.1633 35.4204
O 25.8903 2.857 35.1579
O 29.8977 10.7196 27.6123
O 14.9512 8.4024 31.3937
O -1.0725 9.7315 33.1928
O 27.4373 4.8905 37.5108
O 9.0507 -1.21 32.9533
O 2.2659 5.7382 30.528
O -3.5308 2.9758 38.2857
O 0.3918 13.4186 30.4958
O 4.1125 12.8534 28.2553
O 8.8041 12.6815 32.2562
O 20.5397 -1.644 32.1568
O 19.7915 -0.3492 35.7939
O 22.9506 -0.6989 31.3206
O 22.257 10.6601 32.6279
O 9.4933 9.4685 36.6203
O 22.4506 4.089 28.2695
O 19.2336 12.0813 37.3106
O 24.2755 0.7961 34.8922
O 24.6413 0.1359 27.3378
O 0.8356 5.5877 35.5482
O -2.1759 6.7589 37.2915
O 8.4002 4.1537 29.9067
O 4.0323 4.2511 29.2452
O 7.9839 0.0128 27.604
O 24.6389 1.887 37.278
O 9.3223 4.3254 35.7667
O 14.2274 -1.6218 33.1752
O 0.3103 -0.4778 37.6583
O 0.6556 7.5928 37.0959
O 24.8305 12.1239 33.1896
O -1.9846 11.1238 35.2149
O 17.4839 -1.0159 28.5795
O 7.2069 8.0476 38.3129
O 0.6082 11.7843 33.2418
O 21.4773 1.6128 36.411
O 7.3063 5.474 27.9793
O 6.1762 3.1408 28.2826
O 17.9628 -2.4322 38.6038
O 28.066 7.1394 36.226
O 12.4351 3.1125 31.6413
O 14.0943 10.2022 33.1721
O 16.4938 12.1516 33.3261
O 14.1564 7.0903 37.5881
O 9.2982 10.0214 32.3925
O 20.8698 6.1349 34.0268
O 23.8161 4.4501 32.53
O 14.9605 3.183 35.5457
O 9.3044 1.9205 28.7629
O 26.1941 5.4926 35.2968
O 18.8412 4.5055 33.6088
O 25.2689 0.337 30.3949
O 1.7308 13.7728 38.481
O 12.8704 1.3028 29.8738
O 15.9605 -0.8364 37.883
O 23.6596 8.3756 38.2895
O 19.4114 13.7559 29.4874
O 2.9812 4.3543 34.8144
O 0.2717 7.6961 30.5029
O 4.4786 10.4284 34.8711
O 7.8572 8.2378 35.1837
O 13.8682 5.4687 35.0028
O 14.222 -0.7955 30.6019
O 5.253 13.5858 30.4565
O 17.3665 -1.4237 35.781
O 12.2991 6.5628 33.2108
O 1.6131 4.6025 28.2899
O 7.5666 13.5427 34.6156
O 15.6795 5.3056 38.6149
O 3.2897 -1.4088 36.3714
O 20.0514 7.7603 32.0911
O 7.3312 9.7203 28.3316
O 6.5649 12.1682 28.6048
O 14.803 0.5184 28.374
O 0.3436 5.0488 37.9816
O 20.6836 0.0166 38.3222
O 22.4287 8.0448 33.0891
O 26.8949 10.4895 32.8202
O 21.8656 -2.0042 37.4029
O 5.5816 -0.6468 37.4222
O 22.7736 9.7717 35.0821
O 18.6864 -0.4581 30.8427
O 12.428 -0.6277 34.7817
O 13.2988 1.2344 36.3086
O -1.4073 -1.1107 32.8569
O 14.7343 -1.6154 35.7404
O 10.3171 8.6639 34.2564
O 21.8544 8.2024 27.7243
O -3.5409 8.4273 38.6324
O 4.054 1.7118 28.4329
O 1.0145 9.3803 28.6862
O 26.3128 6.7334 28.6039
O 3.2894 7.203 32.4989
O 10.0307 6.8711 36.0195
O 10.6586 11.6776 30.8406
O 25.2967 12.0778 28.509
O 25.6647 6.8416 37.4742
O 7.6811 -1.7925 30.7811
O 3.5381 -0.2619 32.7629
O 4.9529 13.3666 35.1073
O 18.2002 11.0552 35.0027
O 5.5008 3.7592 34.0794
O 27.7321 12.2899 31.1451
O 15.8569 0.7455 35.7614
O 4.9162 5.1687 38.4273
O -1.6105 1.3626 37.4093
O 21.8909 10.1929 37.5271
O 11.9859 8.5077 37.9949
O -0.8151 3.6608 32.0105
O 1.8801 2.86 38.421
O 12.8645 13.1573 34.9885
O 5.9305 -1.8943 32.8297
O 12.6435 13.6157 31.4802
O -1.8839 3.5764 34.4294
O 3.6569 4.5249 32.3373
O -2.8904 12.7328 37.8595
O -0.8415 -0.1686 35.3138
O 17.6692 6.7348 32.7034
O -1.0028 1.4125 33.2605
O -2.1534 13.7528 30.7195
O 5.2278 7.9717 35.0281
O 19.3708 13.4592 35.0268
O 16.4248 5.0887 34.3757
O 22.7364 13.3105 32.5146
O 5.8407 1.1524 32.8897
O 25.2026 2.9919 30.8962
O 6.0406 -1.6461 28.2146
O 23.9129 -1.6064 35.9064
O 20.4715 5.9169 38.4414
O -0.9008 7.0122 28.2988
O 8.8802 -0.6614 35.503
O 15.664 11.0871 35.5134
O 18.0004 8.8521 31.0137
O 3.6295 12.459 37.3071
O -1.9774 1.1992 28.3264
O 9.9792 2.6121 31.21
O 10.2546 13.5019 34.5781
O 7.6218 1.7164 30.8537
O 24.4985 5.378 27.48
O 1.2992 9.982 37.6895
O 22.34 -0.784 33.8929
O 25.1389 14.0969 31.2004
O 17.6647 3.3273 38.6176
O 18.517 -0.8452 33.5263
O 11.0493 11.3652 35.7334
O 15.3871 13.3444 31.2807
O 10.8724 8.2569 27.6056
O 13.6028 5.4685 27.699
O 10.7717 1.1517 35.892
O 17.3266 9.6731 28.6666
O 8.0777 4.0261 33.4194
O 0.9504 9.9989 31.3812
O 29.1899 12.2659 33.3437
O -0.5742 -0.7606 29.2419
O 19.8479 -0.1597 28.386
O 6.865 7.7696 32.8221
O 3.2304 11.602 32.8909
O 21.2889 3.7349 33.0359
O 27.6023 4.7197 29.8991
O 11.7088 -0.7567 37.3236
O 21.0324 12.1863 28.3465
O 4.7036 0.4028 35.1432
O 5.2192 7.5101 30.804
O 10.8953 5.123 31.4906
O 22.143 3.9736 37.5831
O 22.3253 3.3185 30.7155
O 29.8058 3.4088 30.3428
O 16.8544 4.2954 31.878
O 12.5133 10.0291 28.5664
O 28.7118 -1.6611 32.2007
O 1.6198 -0.6288 30.8539
O 29.5624 4.8961 32.494
O 10.7824 10.8818 38.3129
O 14.0104 9.6374 36.8865
O 10.2486 7.5182 31.8406
O -3.0196 13.6384 35.4719
O 5.8832 11.8151 33.2295
O -1.4515 5.6769 30.5115
O 2.3237 12.8133 35.0402
O 28.0992 11.6061 35.7361
O 10.6017 3.4693 33.599
O 16.3441 2.6179 27.7124
O 16.509 9.5166 33.5074
O 26.3549 4.2238 32.9431
O 2.8793 8.6792 30.3955
O 1.0123 -0.2239 33.44
O 24.8192 -1.3788 33.5525
O 12.5695 -0.9449 28.5439
O 18.3963 8.0328 38.4743
O 21.1077 12.2834 30.9448
O 12.6865 7.0242 30.6528
O -2.1464 -1.1357 37.3883
O -1.1608 11.4211 31.1996
O 27.5202 2.0317 30.3117
O 5.7266 -0.1648 30.7378
O 10.2795 14.2165 30.6375
O 9.1154 11.7522 28.2595
O 0.6738 3.2715 34.1789
O 26.848 13.4941 33.2958
O 27.7936 7.2444 30.5913
O 6.7874 5.9218 34.6736
O 28.2354 3.999 34.6638
O 7.2557 -2.492 38.2957
O 8.6875 5.8432 37.9008
O -2.5411 0.023 30.7031
O 2.7405 6.1483 37.4456
O 14.6486 7.6744 33.8462
O 20.6334 3.9331 35.5026
O 25.8005 10.6205 35.2601
O 14.5762 3.9013 33.0066
O 21.8401 5.8692 31.6195
O 14.9352 11.8673 37.8934
O 1.3627 5.5294 33.0292
O 14.8947 5.7904 31.1448
O 14.6699 3.2819 30.4259
O 12.6937 7.7585 35.5553
O 23.6097 11.6386 30.5517
O 28.4341 9.7868 30.8426
O 11.8504 11.668 33.2301
O 5.3621 8.1385 27.5398
O 20.0097 6.3222 28.2429
O 24.5489 9.5293 33.2285
O 26.0406 11.9904 37.5007
O 23.823 9.8847 28.5983
O -2.6894 6.0375 34.8034

Results
total energy: -218730.213 eV
total energy less fixed offsets of O -438.35, Si -107.03 eV per atom: -11.493 eV

Forces (eV/angstrom), in the order of the atoms: element, x, y, z
Si -0.039 0.1272 0.6946
Si -0.2539 0.1577 0.6537
Si 0.1136 -0.2688 0.6783
Si -0.0861 -0.068 0.6838
Si 0.3102 -0.2542 0.6501
Si 0.0081 -0.327 0.7571
Si 0.2217 -0.2743 0.7182
Si -0.1716 0.1257 0.7926
Si 0.1319 -0.1322 0.676
Si 0.0239 -0.0289 0.5129
Si -0.1479 0.3431 0.7486
Si -0.0668 0.2493 0.6882
Si 0.2171 -0.2253 0.8213
Si -0.3041 0.1252 0.7324
Si 0.2021 -0.033 0.7463
Si -0.2069 0.1143 0.7175
Si 0.2154 0.1188 0.6843
Si 0.093 -0.1419 0.6648
Si 0.0278 -0.1515 0.6517
Si -0.0157 0.1364 0.6149
Si -0.0536 -0.2845 0.6447
Si -0.0329 0.0529 0.6114
Si -0.1822 0.1884 0.8614
Si -0.1167 0.1001 0.795
Si 0.2865 -0.2179 0.6801
Si 0.4304 -0.1008 0.6597
Si 0.2424 -0.2199 0.7564
Si 0.0649 -0.0073 0.7596
Si 0.0098 0.0116 0.4952
Si -0.0867 0.1151 0.7066
Si 0.067 -0.2739 0.7118
Si 0.2845 -0.0641 0.7088
Si -0.1562 0.1316 0.722
Si -0.1369 0.0606 0.775
Si 0.0576 -0.2545 0.7447
Si -0.2199 0.2851 0.6784
Si 0.008 0.0317 -0.0257
Si -0.0004 0.0219 -0.0287
Si -0.0279 0.0184 -0.0516
Si -0.0581 0.0321 -0.0482
Si 0.0111 0.0014 -0.0567
Si 0.0602 0.0612 -0.0363
Si 0.018 -0.0067 -0.0603
Si 0.0253 -0.0511 -0.0583
Si -0.0797 -0.0236 -0.0462
Si -0.0021 -0.0331 -0.0228
Si -0.044 -0.0091 -0.029
Si -0.034 -0.0251 -0.0385
Si 0.0328 -0.0219 -0.0469
Si 0.003 0.0962 -0.021
Si 0.0165 -0.0132 -0.0863
Si 0.0122 0.0225 -0.083
Si 0.0011 -0.0723 -0.0738
Si -0.026 0.0218 -0.0222
Si -0.0184 -0.0341 0.008
Si 0.0598 -0.068 -0.0553
Si 0.0335 -0.013 -0.0416
Si 0.0029 0.0577 -0.0478
Si 0.0073 0.0157 -0.1108
Si -0.0147 -0.001 -0.0587
Si -0.083 -0.0226 -0.0056
Si 0.0187 -0.0076 -0.0484
Si 0.0261 -0.0781 -0.0798
Si 0.028 0.007 -0.0615
Si 0.024 0.0377 -0.0416
Si 0.0063 0.0193 -0.071
Si -0.007 0.065 -0.0382
Si 0.0296 -0.0136 -0.0403
Si 0.0349 -0.0025 -0.0444
Si 0.0225 -0.0013 -0.0428
Si -0.0119 -0.0131 -0.0382
Si -0.0064 -0.0262 -0.0189
Si -0.0256 0.0223 0.0058
Si 0.0093 0.0188 0.0012
Si -0.001 -0.0017 0.0231
Si -0.0251 -0.0032 -0.0214
Si 0.0328 -0.0044 0.0272
Si 0.0073 -0.0012 0.0088
Si 0.0242 0.0018 -0.0052
Si 0.0158 -0.0276 0.028
Si 0.029 -0.0362 0.053
Si -0.052 0.0097 0.0108
Si 0.0426 -0.0072 -0.0353
Si 0.0315 0.0077 0.0124
Si 0.0182 -0.0171 0.0103
Si 0.0048 0.0315 -0.0129
Si 0.0291 -0.0229 0.0345
Si -0.0202 -0.0195 0.0173
Si -0.0275 0.0288 -0.0193
Si -0.0043 0.0489 0.0086
Si -0.0186 0.0295 0.0109
Si 0.0219 -0.0239 0.0393
Si -0.0367 0.0554 0.0779
Si -0.0357 0.0187 0.069
Si 0.0356 -0.0605 0.0274
Si 0.0479 0.0082 0.0331
Si -0.0479 -0.0684 0.0817
Si -0.007 0.0003 0.0126
Si 0.0284 -0.0287 0.0538
Si 0.0049 -0.0204 0.0347
Si -0.0266 -0.0051 0.0056
Si 0.034 0.0164 -0.0265
Si -0.0024 0.0401 0.0199
Si -0.0086 -0.0013 0.0345
Si 0.0133 0.0319 -0.041
Si -0.002 -0.0075 0.0201
Si -0.0145 -0.0087 0.0165
Si 0.004 -0.049 0.0281
Si 0.0169 0.0204 0.0155
Si -0.0012 -0.0028 -0.0051
Si 0.0111 -0.0315 -0.0252
Si 0.0061 -0.0063 0.0007
Si 0.0315 0.0143 -0.01
Si -0.0182 -0.0107 -0.0498
Si -0.0229 0.0183 0.0211
Si -0.0489 0.0205 0.0241
Si 0.0153 -0.0089 -0.0143
Si -0.0106 0.0181 0.0042
Si 0.0037 -0.0266 0.0213
Si -0.024 0.0116 -0.0182
Si -0.0123 0.0306 -0.0646
Si 0.0052 0.0132 -0.0034
Si -0.0172 0.0231 -0.0247
Si 0.0076 0.0077 -0.0255
Si 0.0269 -0.0115 -0.0204
Si 0.017 -0.0181 -0.0142
Si 0.0127 -0.0399 -0.0042
Si -0.0108 -0.0188 0.0383
Si -0.001 -0.0637 -0.0588
Si -0.0056 0.005 0.0084
Si 0.024 -0.0207 -0.0043
Si 0.0128 -0.0016 0.0056
Si 0.0038 0.0327 -0.0407
Si -0.0038 0.0243 -0.0441
Si -0.0161 0.0165 -0.0062
Si 0.0011 0.024 -0.0315
Si 0.012 0.0136 -0.0316
Si 0.0274 -0.0115 0.0173
Si 0.0135 0.0066 0.0167
Si 0.0357 -0.0406 -0.0149
Si -0.0192 -0.0404 0.0041
Si -0.0166 0.001 -0.007
Si -0.0202 0.0062 -0.0027
Si -0.0156 -0.0143 -0.0015
Si -0.0047 0.0055 0.0019
Si -0.0063 -0.0012 0.0096
Si 0.0156 -0.0008 0.0003
Si 0.0001 0.0117 0.0138
Si 0.0016 -0.0156 -0.0074
Si -0.0229 0.0065 0.0018
Si -0.0108 0.0057 0.0128
Si 0.0208 -0.0011 0.0135
Si 0.0101 0.0038 0.0074
Si 0.0022 0.0253 0.0078
Si 0.0021 0.0138 0.0135
Si -0.0095 0.0071 0.0146
Si 0.0043 0.0004 -0.0032
Si -0.0003 0.0144 0.0177
Si -0.0171 0.0149 0.0003
Si 0.0164 -0.0036 0.0077
Si 0.0021 -0.0112 0.0016
Si 0.0009 -0.0142 -0.0015
Si 0.0053 0.0021 -0.0029
Si -0.0097 0.0012 -0.0015
Si 0.0044 -0.0158 0.0009
Si 0.0156 -0.0344 0.0076
Si -0.0083 -0.0166 0.0228
Si -0.009 0.0217 0.0025
Si -0.0043 -0.0068 0.0145
Si -0.0137 -0.0216 -0.015
Si 0.0212 -0.0197 0.0061
Si 0.0008 0.0033 -0.0052
Si -0.014 0.0196 0.0019
Si 0.0127 -0.0021 -0.0015
Si -0.0164 0.0106 0.0069
Si 0.0006 -0.0248 -0.0031
Si -0.0177 0.0054 0.0087
Si 0.0023 -0.0039 0.0002
Si 0.0142 -0.0028 0.003
Si -0.0041 0.0046 0.013
Si -0.0125 0.0211 0.0307
Si 0.0113 -0.027 -0.0029
Si -0.0253 -0.0009 0.0004
Si -0.0155 -0.011 0.0508
Si 0.0243 0.023 0.0309
Si 0.0044 0.0054 -0.0141
Si -0.0076 -0.0078 0.0343
Si -0.0073 0.0141 -0.0284
Si -0.0221 -0.0225 0
Si 0.0032 -0.024 0.0518
Si 0.0142 0 -0.0033
Si -0.0216 0.0037 0.0362
Si -0.0355 -0.0101 0.0025
Si 0.0008 -0.0025 0.0402
Si -0.0119 -0.0066 0.0064
Si 0.0187 -0.0039 -0.0015
Si 0.0017 0.0155 0.0041
Si 0.0381 0.0105 0.0354
Si 0.0051 -0.0085 0.0051
Si 0.0028 0.0079 0.0121
Si 0.0065 0.0097 0.0244
Si -0.0033 -0.0098 0.005
Si 0.0219 0.0149 0.004
Si -0.0196 0.0237 0.0006
Si 0.0393 -0.0068 0.0084
Si -0.0109 0.0151 0.0163
Si -0.0145 0.0073 0.006
Si 0.0016 -0.0176 0.0234
Si -0.0072 -0.0208 0.0183
Si -0.0122 -0.0031 0.0628
Si 0.035 0.0114 0.0099
Si 0.0046 -0.0078 0.0065
Si -0.0023 -0.0001 0.0206
Si -0.0076 0.0284 0.0161
Si -0.0015 0.0007 0.0304
Si 0.0062 -0.0019 -0.0072
Si -0.0146 -0.0078 -0.0234
Si 0.0102 -0.0356 -0.0238
Si 0.0197 -0.0041 -0.0086
Si 0.01 -0.0257 -0.0233
Si -0.0127 -0.0481 -0.0221
Si 0.0118 0.0338 -0.0016
Si 0.0141 0.0013 -0.0287
Si -0.0084 0.0346 0.0172
Si -0.0351 0.0185 -0.0356
Si -0.0019 -0.0071 -0.0122
Si 0.0067 -0.0032 0.0041
Si 0.0118 0.0035 -0.0126
Si 0.0192 -0.0258 0.0364
Si -0.0101 0.0048 -0.0313
Si 0.0148 -0.018 -0.0408
Si -0.0306 0.0229 -0.015
Si 0.0103 -0.0063 -0.0182
Si -0.003 -0.0238 -0.0198
Si 0.0017 0.0641 0.0027
Si 0.0009 -0.0481 0.0266
Si 0.0027 0.0044 0.0071
Si -0.0189 0.0098 -0.0272
Si 0.0106 -0.0049 -0.0293
Si 0.0051 0.0021 -0.0037
Si -0.0191 -0.0195 -0.0276
Si 0.0026 0.0131 -0.0415
Si 0.0205 0.0245 -0.0421
Si 0.0194 -0.015 0.0121
Si -0.0002 0.0146 -0.014
Si 0.0379 -0.0036 -0.0515
Si -0.028 -0.0083 -0.0362
Si 0.0136 0.0164 -0.0597
Si -0.002 -0.022 -0.034
Si -0.0059 0.0142 -0.036
Si -0.0156 0.0037 -0.0422
Si -0.0141 -0.0144 0.0234
Si 0.0229 0.0284 0.0311
Si 0.0117 0.0063 0.0511
Si 0.0272 -0.0218 0.0766
Si -0.0266 0.0506 0.0447
Si -0.0039 0.0027 0.0615
Si 0.0237 0.0011 0.0206
Si -0.0461 0.0035 0.0038
Si -0.0329 -0.0125 0.0956
Si 0.0423 0.0447 0.0895
Si 0.0564 -0.0357 0.0289
Si 0.0151 0.0317 0.0475
Si -0.0187 -0.0015 0.033
Si -0.0384 -0.0073 0.0242
Si 0.025 -0.0073 0.0661
Si 0.0387 -0.0284 0.0711
Si -0.0381 0 0.0446
Si -0.022 -0.0065 0.0209
Si -0.0229 0.0102 0.0569
Si 0.0193 -0.0087 -0.0042
Si 0.0375 -0.0389 -0.0039
Si -0.0177 0.0405 0.0314
Si -0.0139 -0.006 0.0252
Si -0.0167 0.0036 0.0199
Si -0.0284 0.0675 0.0339
Si 0.05 -0.0495 0.0802
Si -0.0304 0.0693 0.0142
Si -0.0438 0.001 -0.0078
Si -0.0158 -0.0178 0.0702
Si 0.0631 -0.0508 0.0359
Si 0.0113 0.0343 0.0636
Si -0.034 -0.0203 0.0526
Si 0.0409 -0.0365 0.0334
Si 0.0072 0.015 0.0533
Si 0.0127 0.0142 0.0696
Si 0.0123 0.0082 0.0838
Si 0.009 0.013 0.0365
Si -0.4156 -0.1568 -0.6641
Si 0.3106 0.2972 -0.764
Si 0.1815 0.0863 -0.799
Si -0.0561 -0.1868 -0.7973
Si -0.2197 -0.276 -0.7054
Si 0.2933 0.024 -0.7807
Si -0.0073 -0.1197 -0.7316
Si 0.2917 0.1453 -0.7007
Si -0.1011 -0.0971 -0.7566
Si -0.2852 -0.2096 -0.7826
Si 0.0164 0.1603 -0.7577
Si -0.1153 -0.0924 -0.7347
Si 0.184 0.1784 -0.8011
Si -0.1695 0.028 -0.7225
Si -0.3836 -0.2706 -0.7113
Si 0.4302 0.2099 -0.6534
Si 0.1763 0.1383 -0.7481
Si -0.2806 -0.1167 -0.7181
Si 0.3433 0.1041 -0.7549
Si -0.0934 0.2054 -0.8204
Si 0.2258 0.05 -0.7852
Si -0.0266 0.0269 -0.716
Si -0.2119 -0.4216 -0.5959
Si 0.1893 0.3308 -0.6952
Si -0.5301 -0.3749 -0.5076
Si 0.4539 0.136 -0.6416
Si -0.0614 -0.2513 -0.758
Si 0.186 0.2685 -0.7024
Si 0.137 0.1383 -0.6531
Si -0.0064 -0.183 -0.7968
Si -0.0011 0.1527 -0.7518
Si -0.061 -0.2564 -0.7391
Si -0.1545 0.0617 -0.6782
Si 0.0494 0.107 -0.7386
Si -0.2117 -0.0402 -0.7362
Si 0.1958 0.2 -0.7289
Si -0.0528 -0.0119 -0.0711
Si -0.0295 -0.0849 -0.1594
Si -0.0025 -0.0048 -0.1506
Si -0.0907 0.0715 -0.2008
Si 0.122 0.1714 0.066
Si -0.0021 0.1088 0.0079
Si -0.0024 -0.139 -0.0372
Si -0.0791 0.0921 0.0945
Si -0.0421 0.0108 -0.0392
Si 0.0243 -0.0801 0.099
Si 0.1248 0.0215 -0.0682
Si -0.0695 0.006 -0.0807
Si 0.0345 -0.0889 0.0169
Si 0.0001 -0.0884 -0.1908
Si -0.0572 -0.036 0.1145
Si 0.0272 -0.008 -0.1069
Si -0.032 0.0593 -0.0924
Si 0.1307 -0.0751 0.1233
Si -0.1662 0.0125 0.0481
Si -0.0796 -0.0949 -0.0349
Si -0.0707 -0.0262 0.0551
Si -0.0027 0.0732 -0.038
Si 0.0248 0.0351 -0.0921
Si -0.0073 -0.0179 -0.0905
Si -0.0674 0.0039 -0.0802
Si 0.0542 -0.0539 -0.0869
Si -0.078 -0.1866 0.0291
Si 0.0282 -0.0552 -0.0062
Si 0.0678 -0.0556 0.1389
Si -0.1179 -0.0614 -0.0825
Si 0.049 0.11 0.0497
Si 0.052 -0.0408 -0.0427
Si 0.0384 0.0268 0.1151
Si -0.1192 0.1466 -0.091
Si 0.1251 -0.1193 -0.021
Si -0.0885 0.0984 -0.0433
Si -0.0257 0.1134 0.0236
Si 0.2139 -0.116 0.2283
Si 0.1109 0.1131 0.0059
Si -0.1803 -0.1379 -0.0273
Si -0.0488 0.0074 -0.0482
Si -0.0363 -0.0364 0.0466
Si 0.111 -0.0473 -0.1011
Si -0.0112 0.0611 0.1742
Si 0.0722 -0.0263 0.0989
Si 0.0023 -0.0292 -0.0726
Si 0.098 -0.0171 -0.0789
Si -0.0185 0.0112 -0.093
Si -0.0472 0.0446 -0.1098
Si -0.1363 0.0172 -0.2709
Si 0.1571 -0.0226 -0.0621
Si -0.072 0.0452 -0.0655
Si 0 0.0238 -0.0017
Si -0.1479 0.1954 -0.0261
Si 0.0893 0.0487 -0.0693
Si 0.1149 -0.0688 0.0177
Si 0.0475 0.0159 -0.1112
Si 0.0586 0.0871 -0.0008
Si 0.1063 0.0386 0.0908
Si -0.0729 -0.0305 -0.0474
Si -0.151 0.0931 -0.0772
Si -0.049 -0.1105 -0.1252
Si 0.0083 0.1596 0.028
Si -0.05 0.0355 0.124
Si 0.0899 0.0911 -0.0404
Si -0.0855 -0.0033 0.0273
Si 0.0317 0.1358 0.0095
Si -0.0964 -0.1564 -0.1621
Si -0.1093 -0.1257 0.0925
Si -0.0782 -0.0561 0.1081
Si 0.1481 -0.1124 0.2635
Si 0.0225 -0.1444 -0.1268
Si -0.0904 0.1072 0.0762
Si 0.0193 0.0323 0.009
Si 0.0166 0.0708 -0.0591
Si 0.0197 -0.1333 -0.1165
Si -0.0171 -0.0152 0.0536
Si 0.0023 -0.0805 -0.0254
Si 0.0233 -0.0862 0.0542
Si 0.1064 0.0339 -0.0181
Si 0.0033 0.0363 0.0925
Si 0.0158 -0.0359 0.2599
Si -0.0712 -0.0861 0.0494
Si -0.0845 -0.001 -0.0997
Si 0.1339 -0.1372 0.1643
Si -0.0146 0.0382 0.0207
Si 0.0081 0.0622 -0.0588
Si 0.0226 -0.0062 -0.0759
Si 0.0535 0.0049 -0.1778
Si -0.0804 -0.0611 0.0771
Si -0.0606 0.0929 -0.0827
Si 0.0379 -0.0883 -0.0554
Si -0.0522 0.0289 -0.0384
Si -0.0462 -0.0328 -0.0303
Si 0.0373 -0.1283 -0.0626
Si 0.1723 0.1006 -0.0523
Si -0.0945 0.0076 -0.1304
Si 0.0457 0.0767 0.043
Si -0.0765 -0.0257 0.0147
Si 0.0437 0.0711 0.17
Si 0.0761 0.1449 -0.1221
Si -0.1221 0.0587 -0.0529
Si 0.0136 0.0398 0.0544
Si 0.0055 -0.0782 0.1079
Si -0.0954 0.0802 -0.0201
Si 0.0509 0.0418 0.1113
Si -0.1259 0.036 0.0898
Si -0.179 0.1439 0.2152
Si 0.0045 0.0221 -0.0109
Si 0.0256 0.0127 -0.001
Si -0.0028 0.0137 -0.0029
Si -0.0151 0.0159 -0.0104
Si 0.013 0.0013 0.0033
Si -0.0016 -0.03 -0.0077
Si -0.0038 -0.031 -0.0293
Si 0.0243 -0.0168 -0.0112
Si -0.011 0.0087 0.0028
Si 0.0073 -0.0094 0.0078
Si -0.029 0.006 -0.0047
Si -0.0161 -0.0135 -0.0044
Si -0.0059 0.0132 -0.0306
Si 0.004 0.0149 -0.0062
Si 0.0276 0.0092 -0.0245
Si 0.0271 0.0003 -0.0063
Si -0.0055 -0.0072 -0.0176
Si 0.0159 0.0087 -0.0178
Si -0.0102 0.0259 -0.0194
Si 0.0132 -0.018 0.0115
Si -0.01 0.0156 0.0065
Si -0.0037 -0.0147 0.0388
Si 0.0095 0.0147 -0.0139
Si 0.0126 0.0005 0.0029
Si -0.0087 0.0062 -0.0212
Si -0.0116 0.0116 -0.0133
Si -0.0174 -0.0365 -0.0117
Si 0.0055 -0.0158 -0.0112
Si -0.011 -0.0164 0.0071
Si 0.004 -0.0117 0.0031
Si -0.0209 -0.0058 -0.0124
Si -0.0042 0.0202 -0.0144
Si -0.0223 0.0189 -0.0098
Si 0.0066 0.0075 -0.0113
Si 0.0066 -0.0011 -0.0025
Si 0.0097 0.0002 -0.0056
Si 0.0179 -0.0142 0.0024
Si -0.0106 0.0116 0.0117
Si -0.0038 -0.002 0.0013
Si -0.0045 0.0121 -0.0026
Si -0.0144 0.0032 -0.008
Si -0.0088 0.0184 -0.0015
Si 0.0184 -0.015 -0.0078
Si 0.0035 -0.0086 -0.0012
Si -0.0159 0.0114 -0.0091
Si 0.0021 -0.0361 -0.004
Si -0.0016 0.0008 -0.0084
Si -0.0125 0.0014 -0.0021
Si -0.0051 0.0062 0.0052
Si 0.0034 0.0032 -0.0057
Si -0.0032 0.0144 0.0029
Si 0.0236 -0.0124 -0.0133
Si -0.0002 -0.0122 -0.012
Si -0.0112 0.0115 -0.007
Si 0.0155 0.0048 -0.0058
Si 0.0193 -0.017 -0.0096
Si -0.0009 0.0263 -0.0068
Si -0.008 0.0017 -0.0175
Si -0.0126 -0.0054 -0.0082
Si -0.0192 -0.0119 -0.003
Si -0.0119 0.0059 0.0025
Si 0.015 -0.011 -0.003
Si 0.0044 0.0082 -0.0106
Si 0.0033 -0.0053 0.0045
Si -0.0016 0.0107 -0.0023
Si 0 0.0064 0.007
Si -0.0027 0.0091 0.0056
Si 0.0022 -0.005 -0.0037
Si 0.002 -0.0022 -0.0084
Si 0.0109 -0.0041 -0.0078
Si -0.0006 -0.0116 -0.0014
Si 0.0041 -0.0146 -0.0004
Si -0.0088 -0.0015 -0.0123
Si 0.0265 0.0075 -0.0049
Si -0.0124 -0.0194 0.0095
Si 0.0027 -0.0242 0.0132
Si 0.0128 0.0117 0.0009
Si -0.0048 0.0049 0.0014
Si -0.0316 -0.0025 -0.0127
Si -0.0057 0.0033 -0.0126
Si 0.0142 0.0146 -0.0033
Si -0.0012 0.0082 -0.0048
Si 0.0017 -0.0115 0.0063
Si -0.0077 0.008 0.0109
Si -0.0079 -0.0004 0.0128
Si 0.0053 -0.007 0.0068
Si 0.003 0.0094 0.0124
Si -0.0124 -0.0115 -0.0061
Si 0.0116 0.0093 -0.0002
Si 0.0151 -0.0019 -0.0008
Si -0.0024 -0.002 -0.0002
Si -0.0206 -0.003 -0.0107
Si 0.0164 -0.0044 0.0145
Si -0.0119 -0.0162 -0.0006
Si 0.027 0.0048 0.0002
Si 0.0034 0.0099 0.003
Si -0.0084 0.0028 0.0079
Si 0 0.0067 0.0063
Si -0.0085 0.0037 -0.0025
Si -0.0117 -0.0098 -0.0047
Si 0.0007 -0.0046 0.0011
Si 0.0081 -0.0075 0.0028
Si 0.0062 -0.0004 0.0018
Si -0.0018 -0.0096 0.0045
Si 0.0036 0.0158 0.0129
Si 0.0112 0.0183 0.0028
Si -0.0052 -0.0003 -0.0086
Si -0.0059 -0.0039 -0.0096
Si 0.0032 0.0024 0.0063
Si -0.0015 0.0062 0.0035
Si 0.0005 0.0116 0.0005
Si -0.01 0.0199 0.0015
Si -0.0008 -0.0074 0.0008
Si 0.0038 -0.0086 0.0039
Si 0.0226 -0.0224 0.0081
Si 0.0089 -0.0034 -0.0027
Si -0.0209 0.0066 0.0041
Si -0.0114 -0.0079 0.0037
Si -0.0051 0.0037 0.0036
Si 0.0055 -0.0004 0.0045
Si -0.012 0.0068 0.0075
Si 0.0004 0.0023 0.0055
Si -0.0062 0.0188 0.0006
Si 0.0044 -0.0132 0.0089
Si -0.0026 -0.0114 -0.0057
Si 0.0027 -0.0038 -0.001
Si -0.0019 0.0047 0.0053
Si 0.0144 -0.0123 0.0022
Si 0.0077 0.0033 0.0027
Si 0.0108 -0.0143 0.0036
Si 0.0062 -0.0013 -0.0079
Si -0.0064 0.0087 0.0062
Si -0.0095 0.0093 0.0056
Si -0.0042 -0.0021 0.0038
Si -0.0001 0.0051 -0.0072
Si 0.0002 0.0048 0.002
Si -0.017 0.0129 -0.0042
Si -0.0091 0.0083 0.0068
Si -0.0036 0.0066 0.0042
Si -0.0011 0.0009 0.0021
Si 0.0075 -0.0048 0.0035
Si 0.0031 -0.0163 0.0036
Si 0.009 -0.0044 0.0019
Si 0.008 -0.0015 0.0062
Si 0.0031 0.0007 -0.0064
Si 0.0037 0.0042 -0.0099
Si -0.0094 -0.0035 -0.0013
Si 0.0058 -0.0014 -0.0006
Si 0.0037 -0.0048 0.0083
Si -0.002 0.0024 0.0046
Si -0.0081 0.0002 0.0063
Si 0.0039 -0.0044 0.0048
Si -0.0034 0.0063 -0.0058
Si -0.0097 -0.0084 0.0002
Si 0.0051 0.0043 0.0004
Si -0.0084 0.0071 0.0041
Si -0.0017 0.0072 0.0081
Si 0.0064 0.0039 0.0059
Si 0.0015 -0.0039 0.0014
Si 0.0046 0.0085 0.0074
Si 0.0011 -0.0065 -0.004
Si 0.0001 0.0029 -0.0017
Si 0.0112 0.0069 0.0012
Si 0.0062 -0.001 0.0089
Si -0.0002 0.0085 -0.001
Si -0.0087 0.0084 0.0028
Si 0.0075 -0.0018 0.0059
Si -0.0118 -0.0126 0.0063
Si -0.0134 -0.0117 0.0038
Si -0.0024 0.0001 0.0034
Si 0.0025 -0.0017 0.0028
Si -0.0003 -0.0035 0.0028
Si -0.0037 -0.0085 -0.0036
Si -0.0046 -0.005 -0.0054
Si -0.0032 -0.0022 -0.006
Si -0.006 0.0006 -0.0052
Si 0.004 0.0015 0.0058
Si 0.0057 0.0046 0.0081
Si 0.0064 0.0058 -0.0021
Si 0.0025 0.002 -0.0033
Si 0.0001 -0.0064 0
Si -0.0037 -0.0008 0.0022
Si 0.0003 0.0022 -0.0021
Si -0.0074 0.0023 0.0007
Si 0.0024 -0.0014 0.0022
Si 0.0086 -0.006 0.0035
Si -0.0041 0.0017 0.0021
Si -0.0126 0.0088 0.0009
Si -0.0015 0.0073 0.0038
Si -0.0015 0.0027 0.0029
Si 0.0013 -0.0092 0.0015
Si 0.0052 -0.0054 -0.0011
Si 0.0013 -0.0041 -0.0005
Si 0.0048 -0.0097 0.0006
Si -0.0044 0.0032 0.0011
Si 0.0058 -0.0125 0.0009
Si -0.0006 -0.0048 0.0021
Si 0.0066 -0.0015 0.001
Si -0.0099 0.0056 0.0047
Si -0.0068 0.0068 0.0008
Si 0.0095 -0.0068 0.0019
Si 0.0005 -0.0022 0.0018
Si 0.0028 0.0033 0.0026
Si -0.0023 0.0052 0.0023
Si -0.0013 0.0064 0.0012
Si 0.0028 0.0032 0.0033
Si -0.0044 0.0108 -0.0007
Si -0.0004 0.0005 -0.001
Si -0.0035 0.0056 0.0017
Si 0.0027 0.0004 0.003
Si 0.0082 0.0022 0.001
Si 0.0044 -0.0011 0.003
Si -0.0029 0.0026 0.0013
Si -0.007 0.0026 0.0019
Si 0.0011 -0.0053 0.0021
Si 0.0032 -0.0053 0.0039
Si 0.0008 0.0045 -0.0029
Si -0.0004 0.0018 -0.0039
Si 0.0035 0.0022 -0.0021
Si 0.0012 0.0089 0.0026
Si 0.0019 -0.0021 0.0005
Si 0.0014 0.0021 -0.0027
Si 0.0041 -0.0038 -0.0011
Si 0.003 -0.0018 -0.0005
Si -0.007 -0.0055 -0.0007
Si -0.0113 -0.0035 0.0009
Si -0.0053 0.0072 0.0031
Si -0.0018 0.0019 0.0031
Si 0.0064 0.0031 -0.0018
Si 0.0054 0.0056 -0.0019
Si 0.0001 0.0013 -0.0006
Si -0.001 0.0013 0
Si -0.0038 0.0025 0.0008
Si 0.0002 0.002 -0.0029
Si 0.0092 0.0042 0.0019
Si -0.0001 0.0054 0.0034
Si 0.0016 0.01 0.0008
Si -0.0091 -0.0053 0.0037
Si 0.0014 -0.0015 0.0019
Si 0.0021 -0.0058 0.0011
Si -0.0052 0.0006 -0.0007
Si -0.0028 -0.006 0.0009
Si 0.0046 -0.0017 0.0024
Si 0.002 -0.0027 -0.0023
Si -0.0053 -0.0089 -0.0021
Si -0.0105 -0.0063 -0.0043
Si -0.0039 -0.0028 -0.0035
Si -0.0007 0.0037 -0.0005
Si 0.006 -0.0039 0.0033
Si 0.0064 -0.0047 0.0023
Si 0.0026 -0.0007 -0.0027
Si -0.0058 0.0011 -0.0035
Si 0.0052 -0.0039 -0.0032
Si 0.0031 0.0004 -0.0042
Si 0.0037 0.0058 -0.0027
Si 0.0016 -0.0067 -0.0011
Si -0.0049 -0.0004 -0.0025
Si 0.0009 -0.0007 -0.0006
Si -0.007 -0.0036 -0.0018
Si -0.004 0.0124 -0.0014
Si -0.0041 -0.0003 -0.0009
Si 0.0063 0.0027 0.0002
Si 0.0039 -0.0046 -0.0033
Si -0.0058 -0.009 -0.0034
Si -0.0039 0.0006 -0.0032
Si -0.0042 -0.0076 -0.0037
Si -0.0043 0.0019 -0.0002
Si 0 -0.0037 -0.002
Si 0.0014 -0.0053 -0.0028
Si 0.005 0.0017 -0.0031
Si -0.0026 -0.0001 -0.0033
Si -0.0003 -0.0002 0.0001
Si 0.0012 -0.0035 -0.0034
Si 0.0079 -0.0066 -0.0025
Si 0.0057 0.0015 -0.0012
Si -0.0037 -0.0002 -0.0011
Si -0.0002 0.0029 -0.0011
Si -0.0034 0.0048 -0.0023
Si -0.0038 0.0044 -0.002
Si -0.0046 0.0019 -0.0028
Si 0.0013 0.0042 -0.0012
Si 0.001 -0.0002 -0.001
Si 0.0068 0.0068 -0.0012
Si 0.0016 -0.0026 -0.0024
Si -0.0033 0.003 -0.0019
Si -0.0037 0.0072 -0.0016
Si -0.003 0.005 -0.0028
Si 0.0054 -0.0036 0.0002
Si -0.0036 0.0007 0.0021
Si 0.0008 0 0.0014
Si 0.0063 -0.0041 -0.0014
Si 0.0023 0.0012 -0.0007
Si 0.004 0.0066 -0.0036
Si -0.0024 0.0052 -0.0022
Si 0.0058 0.0076 -0.0017
Si 0.0021 -0.0034 0.0016
Si 0.0037 -0.0068 -0.0027
Si -0.0102 0.0032 -0.0006
Si -0.0153 0.003 -0.0054
Si -0.0021 0.009 0.0001
Si 0.0063 -0.0093 -0.001
Si 0.006 0.0046 -0.0023
Si 0.0015 0.0054 -0.0034
Si 0.0023 0.0037 -0.0049
Si -0.0068 0.0063 -0.0021
Si -0.0034 0.0004 0.0017
Si 0.0041 -0.004 0.0037
Si 0.0005 0.0065 -0.0061
Si -0.0016 0.0044 -0.0056
Si -0.005 0.004 0.0017
Si 0.0012 -0.0032 0.0007
Si 0.008 -0.0065 0.0013
Si -0.008 -0.0024 -0.006
Si -0.0048 -0.0063 -0.0039
Si -0.0045 0.001 0.0005
Si -0.0037 -0.0011 -0.0017
Si 0.0039 -0.0063 0.0032
Si -0.0011 -0.0018 -0.0068
Si -0.0036 -0.0017 -0.0032
Si -0.002 0.0045 -0.0001
Si -0.0002 -0.0006 -0.0018
Si 0.0043 -0.0091 -0.0029
Si 0.0081 -0.0038 -0.0021
Si 0.0004 -0.0035 -0.0065
Si 0.0083 0.0014 -0.0063
Si 0.0007 0.0137 -0.0069
Si 0.001 0.006 -0.0028
Si 0.0083 0.0036 -0.0021
Si -0.003 -0.0042 -0.0029
Si -0.0089 -0.0055 -0.0063
Si -0.0169 -0.0126 -0.0075
Si -0.0004 0.003 -0.0012
Si -0.0003 -0.0029 -0.004
Si 0.0059 -0.0026 0
Si 0.0008 -0.0088 -0.0017
Si -0.0049 -0.0002 -0.0024
Si 0.0012 0.0092 -0.0033
Si -0.0042 -0.0084 -0.0015
Si -0.0052 -0.0071 -0.0025
Si 0 -0.0006 -0.0017
Si 0.0047 0.0002 0.0016
Si 0.0073 0.0069 -0.0016
Si 0.0047 -0.0017 0.0018
Si -0.0091 0 -0.0033
Si 0.0071 0.0015 -0.0083
Si -0.0091 -0.0073 -0.0064
Si -0.0055 0.0072 -0.0027
Si 0.0115 0.0032 -0.0026
Si -0.0018 0.0087 0.0027
Si -0.0011 -0.0044 0.0042
Si 0.0024 -0.008 -0.003
Si 0.0011 0.0069 0.0017
Si 0.0022 0.0096 -0.007
Si -0.0089 -0.0107 0.0002
Si 0.0005 -0.0018 -0.0001
Si 0.0022 0.0016 -0.0049
Si -0.0017 0.0054 -0.006
Si 0.0012 0.001 -0.0002
Si 0.0061 0.011 -0.0034
Si -0.0019 -0.0025 -0.0051
Si -0.0045 -0.0012 0.0087
Si 0.011 -0.0247 -0.0045
Si 0.0089 -0.0144 0.0008
Si 0.0004 0.0016 -0.009
Si 0 0.0034 -0.0016
Si -0.0115 0.012 0.0026
Si 0.0184 -0.0045 0.0024
Si -0.0116 0.0143 -0.0087
Si -0.0176 0.0033 -0.0042
Si -0.0062 0.0155 0.0006
Si -0.0066 0.0124 0.0033
Si 0.0012 -0.0013 -0.0077
Si 0.0101 -0.007 -0.0031
Si 0.0032 0.001 -0.0075
Si -0.0053 0.0078 0.0001
Si 0 -0.0043 -0.0039
Si 0.0015 0.0005 0.0004
Si 0.0039 -0.0068 0.007
Si -0.0112 0.0221 -0.0046
Si 0.0064 0.0009 -0.0072
Si 0.0086 -0.0101 -0.0042
Si 0.011 -0.0022 0.0158
Si 0.0108 -0.0142 0.0045
Si -0.0142 0.0044 -0.0086
Si 0.012 -0.0116 -0.0089
Si -0.0192 0.011 0.0047
Si -0.0013 0.0039 0.0136
Si -0.0154 -0.0012 -0.0004
Si -0.013 0.0011 -0.0118
Si 0.0109 -0.0025 -0.0022
Si 0.0029 0.005 -0.0045
Si 0.0041 0.0026 0.0057
Si 0.0141 -0.0181 -0.0006
Si -0.0144 0.0072 -0.0013
Si 0.0013 -0.0019 -0.0123
Si 0.0063 0.002 -0.0044
Si -0.0025 0.01 0.0051
Si 0.0033 0.0112 0.0021
Si -0.0042 -0.0084 0.0106
Si 0.0073 0.0117 0.0042
Si 0.0045 0.0038 0.0049
Si 0.0125 0.0037 -0.0032
Si -0.0069 -0.0036 -0.0001
Si -0.0158 -0.0124 -0.0014
Si 0.0111 0.0023 0.0074
Si -0.0051 -0.0091 0.0058
Si -0.0116 -0.0078 0.0115
Si 0.0044 0.0016 0
Si -0.0131 -0.0138 -0.0088
Si -0.0068 0.0121 0.0018
Si 0.0072 -0.0162 -0.0016
Si -0.0013 -0.0079 0.0044
Si -0.0067 -0.003 0.0091
Si 0.0032 0.0024 0.004
Si 0.0122 0.0007 0.0069
Si 0.006 -0.001 -0.0067
Si -0.0104 0.0015 -0.0036
Si -0.0175 0.0119 0.0048
Si 0.0151 0.0231 0.0003
Si 0.0155 -0.007 0.0068
Si 0.0123 0.0129 0.0031
Si 0.012 0.0053 0.0045
Si -0.0203 -0.0095 0.0035
Si 0.0071 -0.0052 -0.0011
Si 0.0121 0.0012 -0.0075
Si -0.0156 0.0021 0.0011
Si -0.0152 -0.0014 0.0079
Si -0.0021 -0.0009 0.0054
Si 0.0075 0.008 0.0018
Si 0.0013 0.0002 0.005
Si 0.0117 0.01 0.0029
Si 0.0014 -0.0173 0.0014
O 0.0924 0.529 0.5265
O 0.0191 -0.2476 0.2032
O -0.0268 0.0251 0.2518
O 0.4062 0.2316 -0.2436
O -0.0511 -0.089 0.6053
O -0.1551 0.1293 0.2446
O -0.2107 0.0139 0.1499
O -0.6373 -0.2285 0.1119
O -0.009 0.0253 0.1381
O -0.1764 -0.4294 -0.5879
O 0.1498 0.1571 -0.4617
O -0.1619 0.1082 -0.3868
O 0.3878 0.109 0.6273
O -0.5918 -0.0939 -0.4245
O -0.1973 -0.1782 0.4709
O 0.295 0.3369 0.056
O 0.3131 -0.2863 0.2925
O -0.0788 0.1448 0.4345
O 0.0157 0.1939 -0.3147
O -0.2563 0.3601 0.5869
O 0.2274 0.0192 0.6028
O 0.0827 -0.1971 -0.1021
O -0.3602 -0.2998 0.648
O -0.2587 0.0195 -0.0519
O -0.5039 -0.168 -0.002
O -0.3639 0.2344 -0.4898
O -0.0784 0.2038 0.2707
O -0.3669 0.5556 -0.0227
O 0.481 0.0254 0.0463
O -0.5112 0.027 -0.4311
O -0.5646 0.3195 0.0582
O -0.5277 -0.0681 0.1088
O 0.0115 -0.0548 0.0719
O -0.1755 -0.1107 0.226
O 0.1397 -0.0619 -0.0891
O -0.1777 -0.1958 0.134
O -0.3012 0.1949 -0.2324
O 0.1215 -0.2265 0.2294
O -0.2227 -0.3947 -0.1648
O 0.081 0.0602 0.377
O 0.1424 0.0041 -0.347
O -0.006 -0.2125 -0.0465
O 0.0845 -0.237 -0.009
O 0.0498 -0.0492 -0.4875
O -0.4258 -0.2441 -0.4259
O -0.1133 -0.3047 -0.1583
O -0.1927 -0.3818 -0.3216
O -0.0554 -0.0403 -0.4683
O -0.022 0.4593 -0.2384
O 0.2342 0.5451 0.2914
O -0.0262 0.013 -0.2387
O 0.4477 0.2277 -0.506
O 0.2537 -0.2411 -0.4403
O -0.1151 0.1085 0.4759
O 0.284 0.1801 0.3505
O 0.1737 -0.086 -0.1556
O 0.2961 -0.0955 -0.4009
O 0.4131 -0.3157 0.0681
O -0.0214 0.1286 -0.6625
O 0.0021 -0.2765 -0.2491
O -0.315 -0.0887 0.2685
O 0.1068 0.4576 0.4347
O 0.0644 0.5029 -0.6196
O 0.4252 -0.1512 -0.1633
O 0.1472 -0.022 0.4574
O 0.0417 0.1445 -0.1302
O -0.188 -0.4941 -0.3306
O -0.1082 -0.0302 -0.2111
O 0.0417 0.3977 0.1228
O -0.4815 0.1108 0.048
O -0.102 0.1542 -0.3656
O 0.5312 -0.2966 0.1707
O -0.5381 0.1354 0.1971
O -0.3097 -0.1108 0.633
O 0.0164 -0.0942 -0.0595
O 0.2203 0.0435 -0.132
O -0.1977 0.3955 0.1195
O -0.5771 0.0877 0.0402
O -0.1951 -0.0241 0.0235
O 0.0391 0.1369 0.1968
O 0.2751 -0.2626 -0.1856
O 0.1344 -0.1366 -0.4795
O -0.1833 0.1646 0.2276
O -0.547 0.0472 -0.151
O 0.5693 -0.4716 -0.1846
O -0.3163 0.0466 0.1478
O 0.1407 0.2652 0.2872
O -0.0791 -0.0306 0.5659
O 0.0623 0.1102 0.1041
O -0.2297 -0.11 -0.0654
O 0.4603 0.324 0.0085
O 0.4201 0.2478 -0.3003
O -0.416 0.0358 0.5175
O -0.4404 -0.0607 -0.0373
O 0.4634 0.0957 0.3412
O -0.6902 0.0788 0.2784
O 0.1429 -0.0425 -0.2899
O -0.3186 0.0246 0.265
O 0.3134 -0.363 -0.028
O 0.128 0.4264 -0.2188
O 0.2228 -0.1981 0.2636
O -0.0568 0.0087 -0.4052
O -0.1452 0.3727 0.1969
O 0.3313 -0.2135 0.5164
O 0.0111 0.4924 0.1722
O -0.0926 0.5615 0.1849
O 0.2443 -0.1938 -0.5197
O -0.6367 -0.0469 0.0212
O 0.0674 0.3613 0.4235
O -0.072 0.1442 0.6236
O 0.2805 0.1488 0.2336
O 0.2667 0.2053 0.099
O -0.5189 0.3134 -0.1525
O -0.2475 -0.3844 -0.2501
O 0.2921 -0.0377 0.0717
O 0.1134 0.0559 -0.1035
O -0.3102 -0.1011 0.0959
O -0.2165 0.2211 0.0762
O 0.0175 -0.0583 -0.3354
O -0.2317 -0.0556 0.0442
O 0.067 -0.0526 0.3503
O 0.1417 -0.3708 0.2313
O 0.0471 0.5541 0.189
O -0.0841 0.2375 0.3396
O -0.2384 -0.17 0.4769
O 0.3842 0.0317 0.1517
O -0.2729 -0.3356 0.4447
O 0.0114 -0.3256 0.0891
O 0.0504 -0.1111 0.385
O -0.0654 0.0428 0.5393
O 0.233 -0.4169 0.3104
O -0.1337 -0.1512 -0.7134
O -0.6375 0.1056 -0.1053
O 0.0918 0.4098 0.0985
O -0.0255 -0.4171 0.2564
O 0.019 -0.2015 -0.4293
O -0.0332 -0.3231 0.3385
O -0.8421 0.2699 -0.1584
O -0.4754 0.3436 0.3867
O 0.4367 -0.2559 -0.1737
O 0.5503 -0.0818 0.1604
O -0.398 -0.2024 -0.5114
O 0.2671 0.0032 -0.308
O 0.2773 -0.4581 0.1754
O -0.2179 0.5743 0.1341
O -0.1087 0.1996 -0.4722
O -0.2814 0.2781 0.0889
O 0.1539 -0.4648 0.2624
O -0.274 -0.2025 0.1655
O 0.4099 -0.0011 0.2372
O 0.0149 0.0221 0.256
O -0.0519 -0.0056 -0.1576
O 0.0039 -0.3511 0.3475
O -0.4278 0.0374 0.0453
O 0.2535 0.2549 0.0784
O -0.2133 0.1878 0.526
O 0.4144 0.175 -0.3225
O 0.1018 -0.4771 -0.3691
O -0.0633 0.0012 -0.0263
O 0.1276 0.0554 -0.4089
O 0.1041 0.2812 -0.3698
O 0.233 -0.2655 -0.1901
O 0.144 0.0096 0.1717
O 0.0297 -0.4462 -0.1327
O 0.1567 -0.2723 0.4721
O 0.303 0.3385 -0.3655
O 0.2824 0.1785 -0.6728
O -0.0419 0.1192 -0.5822
O -0.0931 0.3295 -0.5795
O -0.5778 0.0529 0.0374
O -0.3449 -0.3631 -0.1514
O 0.7347 0.0928 -0.2136
O -0.1415 -0.1205 -0.4613
O 0.2958 -0.1721 0.0917
O -0.1857 0.2425 -0.04
O -0.1331 0.0828 0.4492
O 0.0523 0.0359 0.7201
O 0.226 -0.2193 -0.3927
O -0.3751 -0.3361 -0.0937
O 0.1443 -0.3055 -0.151
O -0.0736 0.4243 0.3999
O -0.1833 -0.0713 -0.4942
O -0.2822 0.0351 -0.0163
O -0.4328 -0.2858 0.0763
O 0.4827 -0.0155 -0.1267
O 0.0907 0.2658 0.3632
O 0.483 -0.0167 0.6067
O 0.3181 -0.0047 0.3102
O -0.4958 -0.1644 0.0893
O -0.3512 0.2334 0.3673
O 0.5807 0.2654 0.1976
O -0.043 -0.1192 -0.6253
O 0.6315 0.1028 0.091
O 0.0035 -0.1134 0.1043
O -0.1312 0.4154 -0.2567
O 0.0215 -0.0555 0.0139
O 0.0982 -0.4542 -0.315
O -0.5637 0.2809 0.1319
O 0.2321 -0.3901 0.2994
O 0.0348 0.1497 0.1511
O 0.0049 -0.2486 0.036
O 0.063 -0.0544 0.2424
O 0.4201 0.4626 0.0882
O -0.3026 0.2015 0.4232
O 0.2644 -0.2993 -0.4017
O 0.0387 -0.0467 -0.6984
O -0.4396 0.474 -0.1794
O 0.3649 -0.4859 -0.0597
O -0.0312 -0.2646 -0.6067
O -0.2013 0.0898 0.4644
O 0.2063 0.1795 0.3343
O 0.1889 0.3182 0.0992
O -0.3629 -0.2712 0.163
O -0.0487 -0.2713 -0.6051
O 0.1601 0.1851 0.1655
O 0.5025 -0.4239 -0.4415
O 0.1688 0.2195 -0.0499
O -0.1715 -0.3593 0.1445
O 0.4438 0.6317 -0.2282
O -0.1769 -0.0058 -0.5433
O 0.0609 -0.5956 0.0907
O 0.1775 0.087 -0.0571
O -0.4789 -0.0329 -0.3721
O 0.7214 -0.065 0.0145
O 0.1845 0.1321 -0.1458
O 0.2128 -0.2074 -0.445
O -0.0865 0.1921 -0.1565
O 0.1948 0.0692 -0.2006
O 0.1408 -0.2792 0.2917
O 0.3583 -0.3316 -0.0507
O 0.3622 -0.3998 -0.4699
O -0.2208 -0.3517 0.4835
O -0.4738 0.2978 0.0923
O 0.118 0.3828 -0.2012
O -0.5235 0.4771 -0.2248
O 0.2268 0.6321 0.3122
O -0.4261 0.2761 -0.4323
O -0.3617 -0.2431 -0.1384
O 0.1179 0.4928 -0.283
O 0.4938 0.0239 -0.2344
O 0.2542 -0.1578 -0.0971
O -0.3267 0.0907 0.3667
O 0.228 -0.2082 -0.0128
O 0.4659 0.0924 0.1232
O -0.2975 -0.2356 0.3932
O 0.184 -0.2276 -0.2871
O 0.4951 -0.1661 -0.0298
O 0.1493 0.1843 -0.4577
O 0.1878 0.0212 0.168
O 0.4921 0.4516 0.0873
O 0.155 -0.0678 0.6236
O -0.113 -0.1306 -0.3323
O -0.2861 0.1071 0.2204
O -0.3733 -0.0408 -0.4133
O -0.1375 0.1053 0.2879
O -0.3493 -0.2494 -0.0172
O 0.2887 -0.4732 0.2521
O -0.4192 0.0282 -0.4908
O 0.2575 0.4283 -0.1814
O 0.3932 -0.2823 0.2224
O 0.1208 -0.3408 0.2838
O 0.1036 0.1887 0.7108
O 0.2068 0.0639 0.38
O 0.1708 -0.1598 0.6691
O 0.0107 -0.3114 0.3873
O -0.0768 -0.0734 -0.2371
O -0.4397 -0.5039 -0.1477
O -0.2965 0.508 0.3784
O 0.106 -0.1318 -0.4073
O 0.1802 -0.2175 0.0987
O -0.2601 0.231 0.1911
O -0.2671 -0.3776 0.0853
O -0.4414 -0.3945 -0.0697
O 0.0658 0.2005 -0.5786
O 0.5059 0.2571 -0.1553
O -0.4036 0.4275 -0.0765
O -0.1049 -0.088 0.266
O 0.4381 -0.3024 -0.3354
O -0.3033 0.296 -0.0918
O 0.168 0.3017 0.0565
O 0.3975 0.1898 0.06
O -0.1892 0.0616 -0.1453
O 0.235 -0.1182 0.3657
O 0.1125 -0.2372 -0.0143
O 0.1219 -0.3602 -0.1959
O 0.0073 0.0758 -0.2657
O 0.0047 -0.2023 0.1136
O 0.1751 0.1584 -0.4792
